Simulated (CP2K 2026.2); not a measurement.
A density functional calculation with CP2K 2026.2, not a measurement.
Periodic cell of 504 atoms, Si360O144, from a study of silicon, its oxide and their interface. The atomic structure is a simulated model.
Doubt: the forces sum to 2.01 eV/angstrom along one axis rather than to zero, so they err by at least 0.0040 eV/angstrom per atom on average; the grid cutoff is modest.

Settings: functional PBE; method Gaussian and plane waves; basis set DZVP-MOLOPT-SR-GTH; pseudopotentials GTH-PBE; grid cutoff 350 Ry, relative cutoff 50 Ry; k points Gamma only; occupations fixed; spin none; net charge 0.

Cell vectors (angstrom)
a 16.32 0 0
b 0 16.32 0
c -7.0578 0.9179 33.6073

Atoms and the computed forces on them: element, x, y, z (angstrom), force x, y, z (eV/angstrom)
Si 1.452 14.834 0.156 -0.079 0.178 0.725
Si 4.218 1.193 0.121 -0.136 0.196 0.775
Si 1.136 4.269 0.075 0.155 -0.183 0.779
Si 4.007 6.901 0.2 0.031 -0.193 0.745
Si -6.223 10.933 33.412 0.157 -0.162 0.737
Si 3.716 12.697 0.071 0.025 -0.193 0.8
Si 6.414 15.281 0.188 0.248 0.023 0.813
Si 2.519 2.637 33.501 0.035 -0.302 0.637
Si 7.134 3.7 0.135 -0.054 0.12 0.825
Si 2.103 7.831 33.456 0.341 -0.176 0.679
Si -0.098 10.162 33.536 -0.176 0.241 0.753
Si 2.642 12.894 33.467 -0.057 0.29 0.757
Si 5.792 15.396 33.56 -0.199 0.057 0.783
Si 14.689 1.713 0.217 0.096 -0.188 0.854
Si 12.552 3.935 0.497 -0.099 -0.015 0.659
Si 15.142 6.371 0.198 0.004 0.306 0.686
Si 4.986 10.755 33.493 0.172 -0.365 0.724
Si 14.992 12.224 0.316 0.012 -0.028 0.54
Si 2.674 16.359 1.453 -0.017 -0.015 -0.046
Si 5.492 2.658 1.428 -0.027 0.001 -0.034
Si 2.748 5.365 1.397 -0.047 0.024 -0.052
Si 5.422 8.245 1.427 0.042 0.012 -0.046
Si 2.575 10.97 1.213 0.04 -0.054 -0.069
Si 5.324 13.686 1.484 -0.003 -0.021 -0.055
Si 8.283 0.046 1.167 -0.007 0.024 -0.065
Si 10.904 2.711 1.535 -0.027 0.011 -0.054
Si 8.157 5.412 1.366 0.015 0.017 -0.034
Si 10.895 8.092 1.075 -0.015 0.021 -0.049
Si 8.113 10.871 1.209 0.013 -0.014 -0.047
Si 10.97 13.553 1.144 -0.025 -0.015 -0.082
Si 13.655 16.245 1.35 -0.024 0.029 -0.051
Si -0.005 2.78 1.506 0.01 0.012 -0.064
Si 13.764 5.387 1.784 0.028 0.06 0.018
Si -0.08 8.235 1.17 0.049 -0.096 -0.041
Si 13.528 10.831 1.434 0.005 -0.036 -0.042
Si 0.024 13.633 1.558 0.005 0.008 -0.054
Si 1.349 1.389 2.804 -0.012 0.01 0.022
Si 4.117 4.04 2.757 0.026 0.008 -0.001
Si 1.354 6.875 2.619 -0.036 -0.027 0.034
Si 4.003 9.645 2.64 -0.042 0.019 0.029
Si 1.374 12.227 2.808 0.033 -0.016 0.051
Si 4.012 15.01 2.863 -0.021 0.017 0.042
Si 6.901 1.302 2.713 0.017 -0.024 0.055
Si 9.526 4.124 2.794 -0.011 -0.015 0.018
Si 6.769 6.783 2.716 -0.014 -0.017 0.014
Si 9.525 9.471 2.554 0.016 -0.003 0.024
Si 6.781 12.239 2.631 0.021 0.001 -0.005
Si 9.587 14.937 2.54 0.005 -0.005 -0.048
Si 12.249 1.235 2.761 0.05 0.033 0.027
Si 15.079 4.026 3.045 0.03 -0.047 0.056
Si 12.2 6.852 2.695 -0.013 0.019 -0.041
Si 14.913 9.445 2.711 0.037 0.013 -0.006
Si 12.188 12.249 2.712 -0.014 0.007 0.04
Si 14.984 15.02 2.832 -0.006 -0.002 0.036
Si 0.013 16.353 4.185 0.013 -0.017 -0.003
Si 2.75 2.722 4.135 0.006 -0.001 -0.014
Si 0.104 5.529 4.171 0.031 0.028 -0.034
Si 2.709 8.211 4.019 -0.021 -0.008 -0.026
Si -0.039 10.841 4.074 0 -0.004 -0.033
Si 2.705 13.592 4.18 -0.023 0.013 0.006
Si 5.49 16.328 4.116 0.023 -0.006 -0.025
Si 8.164 2.723 4.103 -0.038 0.016 -0.018
Si 5.434 5.439 4.101 0.008 0.02 0.012
Si 8.177 8.157 4.01 0.028 0.008 -0.023
Si 5.416 10.925 4.031 -0.034 -0.022 0.001
Si 8.189 13.598 3.954 0.019 0.025 -0.013
Si 10.854 16.241 4.076 -0.027 0.019 -0.012
Si 13.593 2.626 4.175 0.006 -0.028 -0.025
Si 10.892 5.484 4.104 0.002 -0.009 0.006
Si 13.559 8.155 4.103 -0.004 -0.006 0.022
Si 10.832 10.846 4.015 0.02 -0.04 -0.026
Si 13.576 13.6 4.086 -0.031 0.004 -0.039
Si 1.339 14.959 16.281 0.008 -0.006 0.002
Si 4.049 1.385 16.245 -0.011 -0.012 -0.014
Si 1.358 4.101 16.352 -0.004 0.006 0.013
Si 4.099 6.791 16.336 0.006 -0.019 0.001
Si 1.326 9.509 16.357 0.009 -0.002 0.015
Si 4.064 12.219 16.308 -0.007 -0.01 -0.016
Si 6.8 14.967 16.266 -0.009 0.004 0.011
Si 9.519 1.337 16.274 0.002 -0.001 -0.003
Si 6.793 4.09 16.263 0.006 -0.012 0.002
Si 9.55 6.835 16.309 -0.007 0.021 0
Si 6.817 9.5 16.363 -0.004 -0.006 0.001
Si 9.537 12.207 16.289 -0.008 0.007 0.006
Si 12.236 14.973 16.334 -0.029 0.016 0.017
Si -1.331 1.381 16.291 0.006 -0.01 0.006
Si 12.273 4.142 16.306 0.012 0.013 0.02
Si -1.365 6.789 16.358 -0.004 -0.001 -0.005
Si 12.256 9.506 16.332 0.023 -0.008 0.009
Si -1.395 12.213 16.346 -0.009 -0.01 0.013
Si 2.651 16.395 17.593 0.021 0 0.007
Si 5.45 2.692 17.593 0.003 0.016 -0.005
Si 2.782 5.413 17.712 0.021 -0.002 0.02
Si 5.449 8.131 17.732 0.013 0 0.022
Si 2.712 10.861 17.693 0.012 -0.004 -0.01
Si 5.441 13.604 17.602 -0.01 0 0.033
Si 8.146 16.312 17.652 -0.004 0.009 0.014
Si 10.902 2.731 17.552 0.005 -0.007 -0.006
Si 8.117 5.503 17.592 -0.006 -0.004 0.006
Si 10.957 8.122 17.716 -0.007 -0.028 0.003
Si 8.222 10.855 17.69 -0.024 -0.011 0.037
Si 10.867 13.569 17.656 0.023 -0.004 0.003
Si -2.676 16.352 17.648 -0.001 0.005 0.041
Si -0.059 2.777 17.704 -0.001 0 0.015
Si -2.712 5.463 17.773 -0.022 -0.009 -0.002
Si -0.041 8.149 17.736 -0.019 0.03 0.041
Si -2.748 10.851 17.745 0.014 -0.016 0.025
Si -0.014 13.594 17.645 -0.005 0.03 0.003
Si 1.313 1.427 19.014 0.034 -0.023 -0.014
Si 4.196 4.013 19.039 -0.024 0.016 -0.015
Si 1.396 6.791 19.022 -0.008 -0.023 -0.04
Si 4.079 9.508 19.066 0.005 -0.008 -0.026
Si 1.308 12.215 19.007 -0.009 0.004 0.004
Si 4.04 15.024 18.854 0.002 0.019 -0.052
Si 6.762 1.355 18.996 -0.01 -0.022 -0.009
Si 9.478 4.083 18.804 0.015 -0.028 -0.018
Si 6.827 6.772 19.112 -0.003 -0.023 0.012
Si 9.63 9.489 19.053 0 0.036 -0.011
Si 6.821 12.255 18.964 0.025 0.047 -0.018
Si 9.489 14.917 18.983 -0.005 -0.032 -0.017
Si 12.323 1.493 18.941 -0.008 0.066 -0.015
Si -1.412 4.084 19.175 -0.007 -0.038 0.024
Si 12.267 6.792 19.202 0.003 0.035 0.005
Si -1.462 9.442 19.162 -0.016 -0.037 -0.012
Si 12.22 12.262 19.08 0.001 0 -0.01
Si -1.339 14.965 19.019 0.001 0.002 -0.009
Si -0.089 16.431 20.374 -0.024 0.026 0.036
Si 2.784 2.683 20.365 0.019 -0.023 0.057
Si 0.076 5.421 20.412 0.03 -0.002 0.082
Si 2.724 8.142 20.43 0.026 0.044 0.047
Si -0.049 10.864 20.401 -0.001 -0.029 0.031
Si 2.65 13.715 20.184 -0.014 0.023 0.031
Si 5.376 16.294 20.309 -0.015 -0.002 0.078
Si 8.171 2.78 20.205 -0.069 0.037 0.033
Si 5.568 5.284 20.504 0.055 -0.016 -0.001
Si 8.283 8.137 20.409 0.008 -0.025 0.021
Si 5.483 10.898 20.337 -0.022 -0.027 0.054
Si 8.117 13.614 20.413 -0.008 0.002 0.047
Si 10.982 16.324 20.08 0.037 -0.041 0.01
Si -2.864 2.823 20.615 -0.046 0.019 0.061
Si 10.776 5.312 20.267 -0.012 0.036 0.045
Si -2.784 8.118 20.764 0.04 0.041 0.036
Si 10.902 10.887 20.485 -0.009 0.009 0.056
Si -2.684 13.61 20.408 0.004 -0.024 0.022
Si 1.483 15.228 21.575 -0.089 -0.149 -0.733
Si 3.801 1.014 21.694 0.147 0.225 -0.744
Si 1.716 4.277 21.678 -0.181 -0.102 -0.816
Si 3.92 6.488 21.623 0.126 0.169 -0.79
Si 1.085 9.295 21.716 0.274 0.126 -0.809
Si 4.228 12.564 21.41 0.012 -0.151 -0.746
Si 6.422 14.707 21.66 0.291 0.135 -0.838
Si 9.697 1.454 21.278 0.023 -0.019 -0.673
Si 7.255 4.172 21.883 -0.307 -0.082 -0.643
Si 9.392 6.478 21.696 -0.03 0.186 -0.697
Si 7.132 9.757 21.605 -0.159 -0.028 -0.751
Si 9.251 12.02 21.718 0.141 0.201 -0.84
Si -3.883 15.261 21.537 0.053 -0.118 -0.738
Si -1.704 1.162 21.792 0.111 0.17 -0.738
Si 11.557 3.792 21.888 0.526 0.291 -0.685
Si -0.975 6.937 21.847 -0.431 -0.099 -0.81
Si -3.918 9.893 22.043 -0.119 -0.326 -0.741
Si -1.565 12.03 21.768 0.112 0.154 -0.782
Si 8.718 13.018 27.696 0.123 -0.003 0.041
Si 8.555 0.837 28.736 0.091 -0.009 -0.004
Si 6.473 14.906 28.29 -0.105 0.018 -0.095
Si 5.66 6.835 31.97 0.16 -0.097 0.329
Si -4.873 7.236 26.579 -0.147 0.032 -0.035
Si 1.784 13.711 27.85 -0.02 0.099 -0.044
Si -1.336 6.344 31.622 0.091 -0.034 0.075
Si -2.034 5.553 24.438 -0.059 -0.079 0.015
Si 4.767 15.913 30.692 0.033 0 0
Si 8.847 5.559 28.992 -0.031 0.087 0.096
Si 10.766 14.654 26.396 0.011 0.027 -0.005
Si -0.505 15.609 30.875 -0.076 -0.091 0.076
Si -4.713 9.869 25.137 -0.045 0.047 -0.151
Si 11.271 6.007 23.99 -0.124 -0.169 -0.144
Si 6.209 8.623 26.158 0.085 -0.07 0.018
Si -1.113 14.199 26.655 0.116 -0.014 -0.032
Si -2.571 13.377 30.698 0.013 0.008 0.081
Si 4.381 9.022 28.317 -0.033 -0.123 -0.009
Si -2.217 0.849 27.064 0.034 -0.102 -0.037
Si 10.426 14.045 23.707 -0.119 -0.014 -0.213
Si 8.939 3.236 27.025 0.087 -0.135 0.026
Si 2.122 14.173 30.674 -0.003 -0.125 0.11
Si 3.022 10.669 23.418 -0.022 -0.027 0.067
Si 2.408 5.529 26.622 0.117 0.024 0.099
Si -0.662 2.086 29.511 -0.016 -0.015 -0.116
Si 9.341 1.28 31.586 0.118 -0.013 0.163
Si 3.976 15.041 26.305 -0.103 -0.002 0.005
Si 4.198 1.548 24.736 -0.015 -0.081 -0.114
Si 1.696 8.216 27.876 -0.057 -0.101 0.077
Si 2.659 12.53 25.432 0.08 0.137 -0.018
Si 1.611 3.4 24.647 0.086 -0.05 -0.12
Si -4.428 9.39 31.643 -0.187 -0.06 -0.002
Si 0.12 13.603 23.918 -0.018 0.014 -0.092
Si 5.122 8.515 23.428 0.038 -0.07 -0.092
Si 8.154 16.184 23.542 -0.021 0.01 -0.01
Si 1.399 6.768 30.64 0.083 0.025 0.06
Si 8.108 8.51 29.202 -0.115 -0.055 0.05
Si -2.896 11.484 26.92 0.087 0.1 0.026
Si -2.558 4.415 29.737 -0.048 0.024 -0.128
Si -5.679 7.629 29.569 0.115 -0.001 0.027
Si 5.495 9.414 30.846 0.078 0.122 0.127
Si -2.201 6.198 27.335 0.143 0.107 -0.024
Si 8.679 10.155 26.515 0.094 -0.003 0.007
Si 5.23 6.262 27.547 -0.014 0.081 0.044
Si -5.293 1.082 27.143 -0.05 0.134 -0.03
Si -4.789 13.002 28.671 -0.108 0.062 -0.014
Si -1.667 10.64 30.816 0.037 -0.057 0.021
Si -1.178 9.111 28.167 -0.06 -0.053 -0.046
Si 4.205 2.563 30.686 -0.111 0.084 0.334
Si 6.31 4.644 29.875 -0.093 -0.088 0.011
Si 1.838 3.968 29.282 -0.144 0.154 0.082
Si 7.056 2.51 24.686 0.025 -0.023 -0.252
Si -1.247 2.519 24.611 0.015 0.048 -0.09
Si -4.679 3.345 31.438 0.059 0.04 0.174
Si 1.351 14.957 5.512 0.009 0.002 0.02
Si 4.121 1.365 5.475 -0.012 -0.003 0.001
Si 1.43 4.121 5.5 -0.008 0.004 -0.008
Si 4.067 6.836 5.408 -0.019 -0.008 -0.013
Si 1.346 9.515 5.434 -0.006 -0.002 -0.02
Si 4.107 12.247 5.473 0.01 0.007 0.005
Si 6.846 14.928 5.407 0.006 -0.011 0.003
Si 9.529 1.341 5.429 0.005 -0.013 0
Si 6.797 4.08 5.459 0.005 -0.012 -0.015
Si 9.51 6.827 5.438 0.003 0.007 0
Si 6.791 9.526 5.363 -0.006 -0.01 -0.014
Si 9.495 12.227 5.375 -0.012 0.005 -0.009
Si 12.22 14.928 5.464 0.019 0.014 -0.01
Si 14.961 1.339 5.554 -0.008 0.001 0.008
Si 12.238 4.075 5.449 -0.002 0.006 -0.017
Si 14.95 6.815 5.467 -0.009 -0.003 -0.006
Si 12.216 9.547 5.428 -0.02 -0.001 0.003
Si 14.94 12.228 5.432 0.013 0.01 0.005
Si 2.743 16.324 6.828 0.01 -0.027 -0.006
Si 5.453 2.732 6.837 -0.008 0.018 0.009
Si 2.766 5.482 6.839 -0.001 -0.013 0.005
Si 5.447 8.178 6.761 0.004 -0.005 -0.003
Si 2.719 10.874 6.793 0.013 0.009 -0.005
Si 5.476 13.604 6.806 0.003 -0.02 0.007
Si 8.171 16.304 6.789 -0.014 0.015 -0.001
Si 10.875 2.712 6.799 -0.008 0.002 -0.009
Si 8.163 5.451 6.796 -0.004 0 0.007
Si 10.874 8.177 6.794 0.001 -0.005 0.011
Si 8.135 10.883 6.753 0.002 0.007 -0.002
Si 10.852 13.562 6.787 0.014 -0.005 0
Si 13.578 16.282 6.848 0.012 0 0.004
Si 0.024 2.751 6.831 -0.024 0.013 -0.019
Si 13.605 5.431 6.81 0.024 -0.022 0.002
Si -0.009 8.177 6.817 -0.002 0.003 0.001
Si 13.582 10.886 6.802 -0.01 0.005 0.001
Si -0.025 13.581 6.822 -0.005 0.017 -0.006
Si 1.374 1.37 8.176 0.019 0.006 -0.011
Si 4.103 4.101 8.189 0.015 0.011 0.011
Si 1.36 6.819 8.171 -0.007 -0.024 0
Si 4.086 9.519 8.145 -0.008 -0.003 0.001
Si 1.361 12.231 8.162 -0.01 -0.001 -0.004
Si 4.102 14.955 8.17 0.011 0.018 0.003
Si 6.816 1.348 8.161 -0.008 -0.011 -0.001
Si 9.518 4.081 8.155 0.002 -0.005 -0.005
Si 6.796 6.815 8.142 -0.01 -0.007 -0.002
Si 9.502 9.535 8.137 0.01 -0.003 -0.001
Si 6.809 12.23 8.159 -0.013 0.008 0.01
Si 9.521 14.946 8.152 -0.013 0 0.004
Si 12.231 1.359 8.173 0.017 0.008 0.002
Si -1.354 4.09 8.181 -0.004 0.01 0.008
Si 12.237 6.807 8.149 -0.006 -0.004 0.004
Si -1.369 9.534 8.166 0.009 0.006 0.003
Si 12.223 12.235 8.164 0.005 0.003 0.008
Si -1.372 14.935 8.193 -0.019 -0.022 0.01
Si 0 16.32 9.521 -0.007 -0.009 -0.014
Si 2.729 2.735 9.53 -0.008 0.015 -0.003
Si 0.003 5.457 9.528 -0.004 -0.01 0.006
Si 2.728 8.173 9.522 0.011 0.009 -0.003
Si 0 10.881 9.529 0.003 0.007 0.001
Si 2.724 13.594 9.519 0.003 -0.004 -0.003
Si 5.453 16.318 9.527 -0.009 0.005 0.004
Si 8.165 2.72 9.52 -0.004 -0.001 0.003
Si 5.458 5.462 9.532 -0.002 -0.011 0.011
Si 8.154 8.171 9.506 -0.008 -0.003 -0.002
Si 5.436 10.878 9.514 0.004 0 0.004
Si 8.164 13.594 9.517 0.006 -0.007 0.004
Si 10.873 16.312 9.52 -0.005 -0.006 -0.003
Si 13.6 2.719 9.524 0.001 -0.001 -0.004
Si 10.883 5.442 9.51 0.004 -0.005 -0.001
Si 13.597 8.164 9.518 0.009 -0.006 0.001
Si 10.867 10.874 9.513 -0.002 0.01 0.001
Si 13.584 13.584 9.54 0.007 0.01 0.006
Si 1.358 14.956 10.877 0.011 0.007 -0.001
Si 4.089 1.365 10.876 0.008 -0.015 -0.005
Si 1.36 4.093 10.879 -0.005 -0.004 0.001
Si 4.084 6.815 10.883 -0.01 -0.009 -0.004
Si 1.365 9.524 10.887 -0.001 -0.006 0
Si 4.076 12.23 10.883 0.002 -0.01 0
Si 6.805 14.949 10.882 0.002 -0.001 -0.003
Si 9.522 1.358 10.88 0.001 -0.001 0
Si 6.811 4.089 10.881 -0.003 0.011 0.004
Si 9.52 6.806 10.862 0.006 -0.004 -0.001
Si 6.795 9.521 10.877 -0.01 0.006 0.002
Si 9.52 12.236 10.876 0.002 0.015 -0.002
Si 12.233 14.96 10.886 0.006 -0.002 0.008
Si -1.362 1.358 10.88 0.002 0.01 0.007
Si 12.246 4.088 10.878 0.006 -0.007 -0.001
Si -1.358 6.814 10.885 0.01 -0.004 -0.002
Si 12.235 9.522 10.874 -0.02 0.001 -0.007
Si -1.364 12.231 10.891 -0.006 0.001 -0.001
Si 2.723 16.321 12.225 0.005 0.015 -0.003
Si 5.437 2.734 12.232 -0.006 -0.007 0.001
Si 2.711 5.462 12.233 0.005 -0.009 -0.001
Si 5.44 8.168 12.25 -0.005 -0.001 0.002
Si 2.72 10.876 12.258 0 0.01 -0.003
Si 5.442 13.585 12.238 -0.012 0.009 -0.002
Si 8.162 16.316 12.235 -0.006 -0.007 0.006
Si 10.888 2.723 12.233 0.002 0.004 -0.001
Si 8.172 5.45 12.237 0.004 -0.009 -0.003
Si 10.878 8.163 12.227 0.01 -0.008 -0.006
Si 8.156 10.881 12.233 0.012 -0.001 0
Si 10.883 13.586 12.236 -0.021 -0.004 -0.008
Si 13.595 16.322 12.243 -0.007 -0.014 0
Si -0.003 2.73 12.228 0.003 0.001 -0.006
Si 13.607 5.45 12.241 -0.005 0.004 0.002
Si 0.005 8.166 12.248 0.009 0.01 0.002
Si 13.6 10.869 12.247 0.022 0.005 0.005
Si -0.007 13.6 12.243 -0.002 -0.01 -0.005
Si 1.359 1.367 13.573 0.011 -0.01 -0.004
Si 4.065 4.099 13.578 -0.026 0.022 -0.008
Si 1.36 6.809 13.616 -0.003 -0.005 -0.007
Si 4.075 9.51 13.626 0.005 0.003 0.005
Si 1.345 12.234 13.606 0.01 0.002 0.001
Si 4.074 14.951 13.58 0.007 -0.018 -0.005
Si 6.797 1.367 13.579 0.002 0.004 0.003
Si 9.537 4.09 13.59 0.008 -0.009 0.007
Si 6.813 6.81 13.599 0 -0.012 0.004
Si 9.521 9.523 13.584 -0.015 0.008 -0.016
Si 6.794 12.223 13.606 -0.001 0 -0.002
Si 9.523 14.944 13.583 0.021 0.003 -0.007
Si 12.245 1.372 13.604 -0.006 0.009 0.004
Si -1.345 4.095 13.599 0.008 -0.021 -0.004
Si 12.248 6.819 13.59 -0.015 0.001 -0.012
Si -1.357 9.514 13.612 0 -0.011 -0.005
Si 12.243 12.232 13.602 -0.008 0.013 -0.002
Si -1.376 14.953 13.602 0.007 0.015 0.008
Si -0.001 16.327 14.923 0.006 0.006 -0.002
Si 2.686 2.755 14.931 0.014 -0.015 0.003
Si 0.004 5.453 14.981 0.011 0.01 0.004
Si 2.71 8.156 14.998 -0.005 -0.005 0.007
Si -0.012 10.877 14.98 -0.003 0.002 -0.002
Si 2.716 13.593 14.947 0.005 0.021 0.001
Si 5.427 16.325 14.922 -0.008 0.004 0
Si 8.168 2.723 14.93 0.006 0.007 0
Si 5.429 5.451 14.93 -0.002 -0.01 -0.005
Si 8.171 8.179 14.96 0.028 0.001 0.003
Si 5.449 10.855 14.984 -0.01 0.005 0.007
Si 8.169 13.585 14.943 0.007 0.004 0.009
Si 10.885 16.301 14.935 -0.02 -0.011 -0.003
Si -2.707 2.746 14.955 -0.002 0.004 0.002
Si 10.892 5.467 14.944 0.011 -0.008 -0.006
Si -2.707 8.15 14.975 0.002 0.013 0
Si 10.897 10.852 14.948 -0.017 -0.013 -0.009
Si -2.733 13.592 14.978 0.012 -0.011 0.01
O 9.848 12.671 23.092 0.137 -0.02 0.591
O 3.413 15.088 30.89 0.011 0.134 0.279
O 4.646 7.056 22.97 0.063 -0.199 0.382
O 2.197 12.421 26.967 -0.035 -0.639 0.305
O 1.314 3.528 23.061 -0.376 -0.354 0.045
O 5.631 3.352 30.576 0.493 -0.097 0.262
O 1.267 3.64 33.16 0.046 -0.081 -0.101
O -4.254 8.639 33.066 -0.347 0.097 0.355
O 3.243 12.02 22.578 -0.344 0.09 0.388
O 6.318 7.055 26.614 0.348 -0.377 -0.045
O -1.202 1.574 28.084 0.12 0.079 -0.34
O -1.108 6.105 23.245 0.295 -0.307 0.241
O 8.316 2.163 32.443 -0.05 0.083 -0.58
O -1.112 1.765 23.181 0.15 -0.2 0.218
O 8.762 16.889 22.247 -0.278 -0.066 -0.014
O -2.801 16.315 22.178 0.185 0.145 0.43
O 10.109 16.849 28.364 0.185 -0.429 0.527
O 0.027 8.168 22.217 -0.147 0.105 0.251
O 4.018 5.695 26.632 0.151 -0.289 -0.375
O -2.651 13.134 32.292 0.352 -0.386 -0.122
O 1.714 6.974 26.839 -0.354 0.05 -0.431
O 7.053 7.447 32.549 -0.064 0.189 -0.522
O -1.761 7.599 28.012 -0.079 -0.06 0.199
O -4.196 8.496 25.824 0.428 0.008 -0.089
O 9.926 12.698 28.77 -0.046 -0.403 0.427
O -4.066 13.399 30.062 -0.325 0.222 0.417
O -3.509 2.725 32.378 0.2 0.197 -0.365
O 5.437 16.105 32.145 0.032 0.308 -0.102
O 6.576 8.886 22.865 0.474 -0.469 0.217
O 10.089 10.049 25.714 -0.355 0.112 -0.173
O 8.973 12.119 33.101 -0.213 0.072 -0.396
O 9.246 14.253 26.788 -0.379 0.228 0.035
O 2.72 14.976 27.363 -0.088 0.425 0.368
O 11.321 4.494 23.371 0.027 -0.436 0.271
O -2.058 3.924 24.397 -0.357 -0.179 -0.258
O 5.317 13.58 22.076 -0.084 0.121 0.632
O 6.917 14.232 33.175 -0.159 0.148 -0.315
O -0.686 10.645 32.098 -0.137 0.368 -0.225
O 1.029 9.034 33.187 -0.07 0.182 -0.226
O 3.791 11.792 33.08 -0.168 -0.096 -0.194
O -6.094 6.054 29.726 0.439 -0.289 0.447
O 7.558 9.354 25.64 -0.068 0.127 -0.712
O 3.242 11.096 24.956 0.436 -0.337 0.407
O 7.488 16.146 28.086 -0.07 0.204 -0.551
O 5.921 5.964 30.679 -0.136 0.107 -0.319
O -1.223 9.557 29.717 0.108 -0.136 0.398
O 3.718 13.769 25.304 0.155 0.077 -0.625
O -6.386 16.389 32.48 -0.249 -0.295 -0.254
O -4.482 8.251 30.461 0.454 -0.285 -0.098
O 4.809 8.124 31.551 -0.607 -0.026 0.088
O -0.163 7.121 30.853 -0.375 0.627 -0.474
O -2.023 4.885 28.274 0.235 -0.446 -0.182
O 1.911 4.526 27.781 -0.334 -0.384 -0.056
O -0.279 15.374 32.452 0.341 -0.54 -0.164
O 9.286 6.312 33.262 0.013 0.169 -0.346
O 6.834 15.373 23.09 -0.346 -0.094 0.577
O 10.413 6.906 22.926 -0.069 0.698 0.347
O -1.965 10.217 27.297 -0.096 -0.105 -0.175
O -4.466 14.719 33.205 0.014 -0.032 -0.509
O 8.411 11.732 26.765 -0.303 0.053 -0.243
O 5.711 15.087 29.695 0.159 -0.297 0.193
O -4.065 3.87 30.024 -0.486 0.063 -0.584
O -5.551 7.817 27.943 -0.004 0.305 -0.038
O 2.946 9.206 27.615 -0.05 0.43 -0.194
O -1.912 15.568 27.033 -0.346 -0.149 0.277
O 8.277 5.404 22.283 -0.166 0.046 0.25
O 0.728 14.687 22.903 -0.208 0.101 0.268
O 9.183 4.722 27.639 0.054 0.381 -0.297
O 8.494 9.47 27.971 0.013 0.025 0.187
O 10.362 2.493 26.661 0.421 0.419 -0.47
O 0.209 14.05 27.603 -0.09 0.016 0.385
O 3.465 2.455 32.155 0.054 -0.085 -0.042
O 4.454 1.069 30.131 0.106 0.069 -0.284
O 4.437 1.434 23.132 0.269 0.079 -0.021
O 5.546 2.3 25.259 0.044 0.298 0.681
O 1.866 7.671 29.395 0.392 0.277 0.226
O -3.715 11.072 25.574 0.038 0.308 -0.47
O 7.749 1.031 24.576 0.177 -0.264 0.515
O 1.51 5.194 30.284 -0.013 -0.253 0.282
O -5.389 16.223 26.024 0.108 0.072 -0.373
O -5.686 10.385 31.95 -0.195 0.237 -0.789
O -5.152 13.761 25.109 0.368 -0.266 0.16
O 2.239 7.085 31.994 0.275 -0.271 -0.08
O 0.794 2.75 29.357 0.292 -0.221 -0.146
O -0.658 0.84 30.523 0.026 0.113 0.152
O -1.475 5.994 25.9 0.626 -0.043 -0.014
O -2.447 5.743 30.643 -0.45 0.457 0.159
O 1.945 13.343 32.051 -0.433 0.05 -0.197
O 0.225 2.799 25.235 0.107 0.02 0.366
O 0.351 9.063 27.666 0.052 0.525 -0.461
O 2.204 13.251 29.349 0.125 -0.594 -0.028
O -2.697 10.961 22.279 -0.116 0.191 0.159
O 7.991 6.941 28.727 -0.345 -0.132 -0.205
O -4.603 14.244 27.638 0.28 0.545 0.126
O 1.584 10.022 23.098 -0.184 0.042 0.554
O 5.59 9.515 27.362 0.13 0.486 0.16
O -2.027 12.853 26.776 -0.152 0.027 0.083
O 4.103 9.619 22.868 0.192 0.158 -0.681
O 11.522 14.662 22.723 0.123 -0.186 0.237
O -4.016 11.705 28.08 -0.237 -0.31 0.053
O 6.511 3.76 33.406 -0.131 -0.045 -0.367
O 8.488 17.04 30.341 -0.238 -0.099 0.005
O 4.006 16.433 25.474 -0.113 -0.181 -0.247
O -3.161 10.311 31.323 -0.229 0.085 0.221
O 5.829 4.982 28.349 0.056 -0.385 -0.336
O 10.683 2.437 22.132 -0.009 -0.172 0.341
O 6.86 9.038 30.061 0.155 0.247 0.146
O 2.79 5.428 22.123 -0.091 0.12 0.299
O 4.629 7.412 28.546 -0.166 -0.183 0.751
O 1.331 12.762 24.543 -0.17 -0.534 -0.185
O -4.639 9.704 23.512 -0.27 -0.033 0.248
O -0.891 12.635 23.117 0.009 -0.273 0.273
O 7.936 4.573 29.909 0.064 -0.614 0.349
O -0.667 14.354 25.105 -0.388 0.611 0.009
O 8.154 10.896 22.19 0.198 -0.099 0.339
O -2.036 1.526 25.607 -0.423 0.001 -0.107
O 5.739 10.46 32.053 0.506 0.361 -0.16
O -1.706 12.118 30.139 0.273 0.152 -0.369
O 6.982 3.312 23.258 -0.043 -0.126 0.217
O 0.883 15.113 30.257 -0.083 0.117 -0.629
O 2.859 2.426 24.986 -0.12 -0.017 0.238
O 9.234 15.094 24.031 -0.077 0.222 0.371
O 7.336 13.529 28.363 -0.309 -0.39 0.348
O 8.215 2.309 28.15 -0.7 0.075 0.132
O 2.637 16.258 22.096 0.115 -0.141 0.367
O 10.613 6.377 25.448 -0.313 0.045 0.275
O -3.735 1.189 27.551 -0.111 0.002 0.495
O 4.85 5.887 32.998 -0.485 0.223 -0.039
O -0.687 5.111 32.409 -0.172 -0.107 -0.138
O -1.785 14.755 30.362 -0.215 0.342 -0.611
O 7.979 3.349 25.723 -0.135 0.343 -0.175
O 3.267 3.368 29.673 0.42 -0.029 -0.503
O -3.785 6.193 27.109 -0.254 -0.548 0.268
O -3.457 6.29 24.149 0.166 0.225 -0.111
O -2.044 7.36 32.62 0.235 0.099 -0.271
O -1.736 0.992 33.286 0.278 -0.042 -0.566
O 5.386 14.87 27.087 0.173 -0.22 -0.276
O 5.095 8.611 25.009 -0.314 -0.148 0.4
O 4.452 9.87 29.696 -0.343 0.548 0.064
O -5.767 2.214 31.073 0.146 -0.153 -0.232
O -5.372 4.532 32.297 0.083 0.2 -0.403
O 1.926 4.874 25.232 -0.007 0.217 -0.467
O 9.413 8.519 30.143 -0.076 0.384 0.64
O -1.598 3.211 30.171 0.233 -0.132 0.364

Results
total energy: -101652.095 eV
total energy less fixed offsets of O -438.35, Si -107.03 eV per atom: 1.105 eV
